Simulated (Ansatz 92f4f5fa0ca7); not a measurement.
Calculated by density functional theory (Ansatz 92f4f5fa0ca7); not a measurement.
Periodic cell of 184 atoms, Si120O64, from a study of silicon, its oxide and their interface. The atomic structure is a simulated model.
This geometry differs little from another in the collection (a relaxation step or a small displacement).

Settings: functional r2SCAN; potential files Ansatz PAW; basis plane waves; wave-function cutoff 800 eV; density cutoff ratio 5; exchange-correlation grid ratio 1; k mesh 1 x 1 x 1, shifted by 0.5 0.5 0 of a step; self-consistency stop 1e-10 eV per atom in the density residual; occupations fixed; spin none; net charge 0.

Cell vectors (angstrom)
a 10.887 0 0
b 0 10.887 0
c 0 0 26.5067

Atoms and the computed forces on them: element, x, y, z (angstrom), force x, y, z (eV/angstrom)
Si 0.3424 -0.3953 0.1477 -0.0027 0.0051 -0.0276
Si 2.851 2.4591 0.0275 -0.0033 0.0016 -0.0196
Si -0.3492 5.6535 0.0365 0.0016 -0.0023 -0.0223
Si 2.5575 8.2805 -0.0199 0.0005 0.0008 -0.0244
Si 5.033 0.2351 0.1319 0.002 -0.0023 -0.0228
Si 7.7844 2.9657 0.0633 0.0006 -0.0053 -0.0304
Si 5.5659 5.1473 0.2204 -0.0048 0.0017 -0.0218
Si 8.2864 7.824 0.0525 -0.0027 -0.001 -0.0288
Si 1.3672 1.276 1.4232 0.0001 0.001 -0.0032
Si 4.0041 3.9634 1.4491 0 0.0012 -0.0036
Si 1.3184 6.7537 1.3013 0.0013 0.0001 0.0052
Si 3.9964 9.4862 1.4212 0.0001 -0.0002 -0.002
Si 6.701 1.3454 1.3674 0.0001 0.0014 0.0001
Si 9.4406 4.0484 1.349 0.0007 -0.0001 -0.0052
Si 6.7685 6.732 1.4542 -0.002 0.0001 -0.0021
Si 9.4932 9.429 1.3165 0.0004 0.0006 0.0002
Si -0.0454 2.6855 2.6796 0.0007 0.0021 0.0031
Si 2.6941 -0.0495 2.8363 0.0008 0.0006 -0.0026
Si -0.0179 8.1123 2.7309 0.0006 0.001 -0.0045
Si 2.6568 5.4074 2.7033 -0.0013 0.0022 -0.0013
Si 5.3968 2.6602 2.8231 0.0008 0.0006 -0.0052
Si 8.1337 -0.035 2.6482 0.0008 0.0006 -0.002
Si 5.4176 8.1547 2.7339 -0.0002 -0.0003 -0.0025
Si 8.1382 5.3821 2.8041 0.0002 0.0008 -0.0023
Si 1.3129 4.0502 4.0666 -0.0007 0.002 0.0001
Si 4.0685 1.3021 4.1731 -0.0011 -0.0009 0
Si 1.3064 9.4838 4.1259 0.0024 -0.0013 -0.0013
Si 4.0363 6.781 4.061 0.0013 -0.0007 0.0008
Si 6.7676 4.043 4.1405 0.002 0.0014 0.0024
Si 9.4797 1.332 4.0412 0.001 -0.0007 0.0009
Si 6.797 9.5151 4.0694 -0.0008 -0.0005 0.0012
Si 9.5252 6.7591 4.109 -0.0006 -0.0003 -0.0042
Si -0.0408 -0.0024 5.4325 0.0009 0.0014 0.0012
Si 2.6939 2.7181 5.4451 0.0004 -0.0002 0.001
Si -0.0036 5.4132 5.4698 0.0011 0.0007 -0.0013
Si 2.7056 8.1401 5.4588 -0.0001 0.0001 -0.0003
Si 5.4615 -0.0347 5.4905 0.0004 0.0007 -0.0022
Si 8.1544 2.6882 5.4597 -0.0001 0.0008 -0.0004
Si 5.4114 5.4438 5.4393 0.0007 0.0013 0.0013
Si 8.164 8.1562 5.4271 -0.0004 0 0.0012
Si 1.3296 1.3649 6.7874 0.0018 -0.0003 0
Si 4.0706 4.0807 6.7964 0.0006 -0.0018 -0.0003
Si 1.3606 6.7856 6.8257 -0.0011 0.0011 -0.0012
Si 4.0772 9.501 6.8239 -0.0007 0.0011 -0.0001
Si 6.811 1.3457 6.8402 -0.0011 0.0007 -0.0015
Si 9.5155 4.0625 6.8189 -0.001 0.0005 -0.0006
Si 6.7899 6.808 6.78 0.0004 -0.0008 -0.0007
Si 9.5163 9.5193 6.7943 0.0008 -0.0016 -0.0003
Si 0.0068 2.7235 8.1771 -0.0006 0.0011 -0.001
Si 2.7109 0.0249 8.1377 0.0005 -0.001 0.0008
Si 0.0062 8.1836 8.1613 0.0005 0.0002 0.0009
Si 2.7499 5.4467 8.1671 0.0004 0.0015 -0.0005
Si 5.4425 2.7403 8.1661 0.0012 -0.0001 0.0008
Si 8.1964 -0.0059 8.1696 -0.0005 0.001 0.0001
Si 5.4668 8.1619 8.1713 -0.0005 0.0011 -0.0007
Si 8.1566 5.463 8.1435 0.0012 -0.0004 0.0011
Si 1.3975 4.0892 9.5095 -0.0002 -0.0004 0.0006
Si 4.0745 1.3744 9.5097 0.0005 -0.0004 0
Si 1.3585 9.5771 9.5153 0.0003 0.0004 0.0024
Si 4.1079 6.8126 9.5285 -0.0005 0.0006 0.0018
Si 6.8085 4.1186 9.5191 0.0001 0.0001 0.0017
Si 9.5465 1.3562 9.5359 -0.0001 0 0.001
Si 6.8451 9.5295 9.5144 -0.001 -0.0006 0.0013
Si 9.5225 6.8251 9.5069 0.0001 -0.001 0.0008
Si 0.0229 0.0358 10.9399 0.0009 0.0002 -0.0026
Si 2.7378 2.738 10.9001 -0.0002 -0.0002 0.0005
Si 0.0446 5.4803 10.8187 0.0007 0.0007 0.0028
Si 2.7652 8.2416 10.8275 0.0008 0.0005 -0.0003
Si 5.4834 0.0233 10.8229 0.001 0.0007 0.001
Si 8.1837 2.7454 10.8447 0.001 0.0005 -0.0023
Si 5.4718 5.4786 10.9149 0.001 0.0005 0.0021
Si 8.2076 8.2033 10.9074 -0.0017 0.0002 0.0012
Si 1.4008 1.3949 12.3075 0.0006 0.002 -0.0017
Si 4.0986 4.1052 12.2509 0.0003 -0.001 -0.0021
Si 1.3692 6.9198 12.1364 -0.0001 0.0002 -0.0063
Si 4.1698 9.5578 12.1968 0.0009 -0.0001 0.003
Si 6.7881 1.4104 12.188 -0.0008 -0.0012 0.004
Si 9.6233 4.0671 12.1472 0.0011 -0.0003 -0.0044
Si 6.8483 6.8585 12.2653 -0.0004 0.0022 0.0018
Si 9.5419 9.574 12.3137 -0.0001 -0.0011 -0.0026
Si 0.0372 2.7676 13.6683 0.0002 0.0023 0.0031
Si 2.8684 0.0589 13.5762 0.0013 0.0018 0.0048
Si 0.089 8.2455 13.641 0.0005 -0.0009 0.0015
Si 2.7201 5.5613 13.4582 0.0007 -0.0024 0.003
Si 5.4565 2.7506 13.6236 0.0004 0.0003 -0.0042
Si 8.1226 0.0832 13.5961 0.0002 -0.002 -0.0019
Si 5.5 8.2266 13.6576 -0.0011 0.0003 0.0064
Si 8.2985 5.4598 13.4539 -0.0001 0.0012 0.0005
Si 1.1834 4.4907 14.8225 0.0043 0.0025 0.0168
Si 4.3222 1.2311 15.0586 -0.0029 -0.0012 0.0209
Si 1.8176 9.3341 14.8647 0.0008 0.0037 0.0276
Si 3.902 7.0006 14.876 0.0002 -0.0009 0.0208
Si 7.1351 3.924 14.7434 -0.0028 0.0036 0.0201
Si 9.251 1.6476 14.9217 0.0027 -0.0024 0.022
Si 6.5586 9.8944 14.9901 0.004 0.0004 0.0132
Si 9.8105 6.6032 14.8299 -0.0013 0.0016 0.0203
Si 23.0061 -3.6665 19.1034 0.0006 -0.0032 0.0168
Si 30.1135 23.1459 23.9154 -0.0007 -0.0071 -0.0387
Si -19.5431 37.1687 19.6345 -0.0014 0.006 0.0188
Si -24.749 -24.7014 17.0215 0.0012 -0.0034 0.028
Si 10.9907 11.2941 23.71 0.0035 -0.0012 -0.0399
Si 41.4479 24.5183 19.7853 -0.0045 0.0013 0.0105
Si -21.934 -17.5685 21.6741 -0.008 0.0025 -0.0151
Si -1.3453 20.1613 22.0559 -0.0032 -0.0006 -0.0132
Si -4.7119 37.0186 19.6599 0.0058 -0.0061 0.0166
Si 4.3118 14.2632 21.4632 0.0003 -0.0021 -0.0081
Si 23.2178 -6.5765 24.3247 -0.0015 0.0007 -0.0328
Si 12.2719 42.4734 17.8039 0.0011 -0.005 0.0351
Si -2.2622 -4.3859 22.1524 0.0014 -0.0007 -0.0133
Si -17.9638 -26.2696 24.356 0.0025 -0.003 -0.0383
Si -16.0138 -16.0649 16.984 -0.0001 -0.0006 0.0352
Si -8.4787 24.5804 17.0497 -0.0079 0.0014 0.037
Si 40.0512 0.673 21.4008 -0.0005 -0.0025 -0.0123
Si -4.0877 20.5311 24.5205 0.0016 0.0047 -0.0352
Si 2.7937 20.3423 20.2835 -0.0012 -0.0022 0.0076
Si -8.0852 -10.1885 22.3649 0.004 0.0016 -0.0168
Si 5.0845 9.9242 22.0651 -0.0025 0.0055 -0.021
Si 31.1417 7.6905 19.6773 0.0055 -0.0053 0.0145
Si -0.2944 1.2797 17.633 0.0027 0.0037 0.0364
Si -5.0993 -27.0913 22.3552 0.0032 -0.0046 -0.0156
O 7.4334 8.3646 -1.238 0.008 -0.0088 0.0231
O 3.9719 12.2391 -0.4611 0.0016 0.0013 0.0075
O -13.8497 1.4182 -6.4116 0.0007 0.0006 0.0008
O 4.0047 21.5934 -3.5126 0.0014 -0.0006 0.0098
O -11.9619 2.3205 -7.9047 0.0064 -0.0061 -0.0149
O 2.1236 14.9515 -10.422 -0.006 0.0069 -0.0195
O -31.8906 47.3137 -3.5623 0.0055 0.0018 0.0175
O 14.3272 2.1135 -4.5845 -0.0034 -0.0037 0.0046
O 16.8084 0.0754 -5.3623 0 0.0007 -0.0008
O -4.9313 -16.205 -5.7721 -0.0034 0.0001 -0.0006
O 7.3131 5.8584 -3.636 -0.0011 0.0012 0.0036
O 19.2578 -22.3205 -4.7203 0.0035 -0.0039 0.0071
O 5.1402 4.092 -3.8245 0.0008 0.003 0.0064
O 10.6051 -4.187 -7.1592 -0.0005 0.0006 -0.0056
O -10.8573 16.4082 -11.1157 0.0007 -0.0003 -0.009
O -8.1561 20.8631 -7.7808 -0.0017 0.0027 -0.0121
O 4.2326 -1.818 20.9603 0.0006 -0.0014 -0.0006
O -19.6013 5.933 18.86 0.002 -0.0003 -0.0044
O 7.3227 12.568 22.6881 0.0018 0.0015 0.015
O -1.8766 -2.9505 22.8231 0.0009 0.0012 0.0049
O 12.4804 0.9257 23.3972 -0.0066 -0.0022 0.0088
O 53.144 24.9508 21.1226 0.0022 0.0011 0.0009
O 21.6245 9.8936 22.9391 0.0031 0.007 0.0101
O -17.337 38.9201 16.2378 -0.0094 0.0075 -0.0227
O 3.3113 4.4862 20.8297 -0.0007 -0.0016 -0.0029
O 20.7155 -9.4514 23.2702 -0.001 0.0001 0.0073
O -8.3161 5.4218 23.9811 -0.0011 0.0007 0.0124
O 9.4155 -25.9129 26.0362 -0.0006 0.0013 0.0061
O 16.4927 21.1872 25.3666 -0.0087 0.0073 0.0256
O 18.2011 9.2792 16.3076 -0.0077 0.0074 -0.0185
O 22.5788 26.1084 20.3787 0.004 0.0002 -0.001
O 9.0102 7.2364 16.0937 0.0096 -0.0063 -0.0197
O 3.6213 1.9178 16.3999 0.0088 -0.0062 -0.0194
O -0.9653 5.5262 22.1832 0.002 -0.0023 0.0074
O 13.1011 -11.0482 21.1188 -0.0002 0.0015 0.003
O 11.0677 -10.9948 18.3497 -0.0022 0.004 -0.0131
O -13.7933 -0.129 24.4495 -0.0045 -0.0055 0.0162
O 2.8297 19.0273 15.3509 0.0023 -0.0025 -0.0145
O 10.0346 19.7514 20.575 -0.003 0.0018 0.0013
O -1.1968 0.9442 16.3309 -0.0064 0.0032 -0.0298
O 19.1685 24.1913 25.1211 -0.0052 0.0095 0.0269
O -14.0443 -6.9556 19.384 -0.003 0.0016 -0.0053
O 3.2144 -3.1518 25.0683 -0.0065 0.0089 0.0217
O 6.1285 -1.6793 23.0907 0.0057 -0.0005 0.0183
O 5.4049 3.0573 20.2911 -0.0006 0.0026 -0.0024
O -20.7156 -24.4363 17.8437 0.0005 0.0069 -0.0127
O 8.6384 19.2324 18.4069 -0.0064 0.0021 -0.014
O -9.457 31.1721 26.0867 0.0026 -0.0039 0.0136
O 12.7733 29.8782 20.3162 0.0001 0.0005 -0.0057
O 5.4319 -6.0179 18.32 -0.0028 0.0064 -0.0156
O -9.3612 -0.7167 16.241 0.0057 -0.0018 -0.0325
O 32.5105 11.2144 25.2939 0.0019 -0.0082 0.0286
O 0.2619 4.9809 25.1945 -0.0079 0.0088 0.0223
O 26.4992 -4.2583 23.0169 -0.0047 0.0035 0.0118
O 11.9394 1.9577 17.0794 0.0019 0.0043 -0.0099
O 17.579 4.1084 26.1664 -0.0007 0.0012 0.0146
O -2.7084 -8.0732 15.341 -0.0016 0 -0.0136
O -8.7359 3.1391 25.2105 0.0089 -0.0086 0.0191
O -19.1311 3.3533 18.5622 0.0033 -0.0077 -0.0202
O -6.0735 16.6136 25.4181 0.0068 -0.006 0.0227
O -16.3348 -10.7848 15.5292 -0.0004 0.0012 -0.0107
O -4.1837 17.8424 17.3623 -0.0009 0.002 -0.0141
O -4.3483 -6.1913 16.0265 0.0041 -0.0083 -0.0204
O -24.3428 28.6326 20.5865 0.0014 0.0028 -0.0003

Results
free energy: -113258.213 eV
free energy less fixed offsets of O -570.45, Si -639.56 eV per atom: -2.213 eV

The program warned: the cutoff lies below the one the program advises for these potential files; the forces do not sum to zero within the program's tolerance; empty levels may hold ghost states of the PAW files; the exchange-correlation potential is rough where the density is thin.
